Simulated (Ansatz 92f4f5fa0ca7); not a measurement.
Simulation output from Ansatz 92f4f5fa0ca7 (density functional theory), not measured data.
Periodic cell of 224 atoms, Si133O90H1, from a study of silicon, its oxide and their interface. The atomic structure is a simulated model.
Doubt: the cutoff is far below the 930 eV that the study's wrapper takes by default for these files, so forces and energies are approximate.

Settings
functional: PBE
potential files: Ansatz PAW
basis: plane waves
wave-function cutoff: 580 eV
density cutoff ratio: 5
exchange-correlation grid ratio: 1
k mesh: 1 x 1 x 1, Gamma-centred
self-consistency stop: 5e-08 eV per atom in the density residual
occupations: fixed
spin: none
net charge: +1 e, with a uniform compensating background and no finite-size correction

Cell vectors (angstrom)
a, 10.938, 0, 0
b, 0, 10.938, 0
c, 0, 0, 32.3384

Atoms and the computed forces on them: element, x, y, z (angstrom), force x, y, z (eV/angstrom)
Si, 0.4786, -0.5921, 24.7441, 0.0683, 0.0377, -0.3003
Si, 5.5478, -0.2912, 24.8922, -0.0289, 0.0379, -0.2863
Si, 2.5779, 2.9722, 24.9345, -0.1441, 0.0471, -0.527
Si, 8.03, 2.9894, 24.6371, 0.03, -0.1416, -0.3195
Si, 0.3601, 5.2377, 24.8374, 0.0457, 0.0386, -0.6165
Si, 4.8244, 6.0325, 24.8099, -0.145, 0.2342, -0.2171
Si, 2.7071, 8.2248, 25.3038, -0.0784, 0.0238, -0.4993
Si, 7.9087, 8.5753, 24.6808, 0.018, 0.0493, -0.4029
Si, 1.3683, 1.2735, 26.0937, -0.0087, -0.0066, -0.2098
Si, 6.7834, 1.4542, 26.0182, -0.0046, -0.1211, -0.077
Si, 4.0689, 4.2188, 26.2234, 0.0531, 0.0957, -0.1564
Si, 9.5593, 4.1175, 26.0641, 0.0563, 0.0345, -0.0421
Si, 1.2682, 6.7867, 26.3716, 0.0649, -0.0308, -0.1406
Si, 6.7661, 6.9139, 26.0255, -0.1198, -0.0842, -0.2528
Si, 4.1686, 9.5887, 26.4593, -0.0032, 0.0167, -0.151
Si, 9.5686, 9.5744, 26.0733, 0.0324, 0.0285, -0.0308
Si, 2.7191, 0.0483, 27.5988, -0.0068, 0.1075, 0.113
Si, 8.2053, 0.0734, 27.461, -0.0638, -0.0532, -0.0446
Si, -0.0409, 2.6999, 27.4774, 0.1913, -0.0121, -0.0063
Si, 5.4718, 2.7695, 27.5045, -0.1355, 0.0128, 0.0747
Si, 2.7123, 5.4786, 27.6352, -0.0638, -0.1028, 0.1839
Si, 8.1834, 5.4962, 27.4518, -0.0818, 0.0994, 0.0078
Si, -0.098, 8.2264, 27.57, -0.0548, 0.0739, 0.1432
Si, 5.5304, 8.1568, 27.6217, 0.08, -0.0468, 0.0957
Si, 4.1018, 1.3673, 28.9201, 0.1003, 0.5086, 0.0558
Si, 9.5708, 1.3673, 28.9201, -0.1236, 0.0665, -0.2159
Si, 1.3673, 4.1018, 28.9201, -0.3242, -0.5036, -0.0059
Si, 6.8362, 4.1018, 28.9201, 0.1683, 0.166, -0.4412
Si, 4.1018, 6.8362, 28.9201, 0.1377, -0.0755, 0.4935
Si, 9.5708, 6.8362, 28.9201, -0.5851, -0.1103, -0.0025
Si, 1.3673, 9.5708, 28.9201, -0.2459, 0.015, -0.0659
Si, 6.8362, 9.5708, 28.9201, 0.5151, 0.2967, -0.1209
Si, 0, 0, 30.2874, -0.0089, -0.0575, -0.0065
Si, 5.469, 0, 30.2874, 0.0706, 0.0408, -0.0652
Si, 2.7345, 2.7345, 30.2874, 0.0034, -0.0013, 0.0238
Si, 8.2035, 2.7345, 30.2874, 0.0718, 0.0034, -0.0447
Si, 0, 5.469, 30.2874, -0.0685, -0.1519, -0.058
Si, 5.469, 5.469, 30.2874, -0.0954, 0.0078, 0.0203
Si, 2.7345, 8.2035, 30.2874, 0.0756, -0.0395, -0.0292
Si, 8.2035, 8.2035, 30.2874, 0.0553, 0.0442, 0.0328
Si, 1.3673, 1.3673, 31.6546, 0.0555, 0.0279, -0.0177
Si, 6.8362, 1.3673, 31.6546, -0.0637, -0.0052, -0.0253
Si, 4.1018, 4.1018, 31.6546, 0.0011, -0.0147, -0.0052
Si, 9.5708, 4.1018, 31.6546, -0.0047, 0.0755, -0.0027
Si, 1.3673, 6.8362, 31.6546, 0.0038, 0.0215, -0.0383
Si, 6.8362, 6.8362, 31.6546, -0.0276, 0.0296, -0.0248
Si, 4.1018, 9.5708, 31.6546, -0.0594, 0.0429, -0.0251
Si, 9.5708, 9.5708, 31.6546, 0.0025, -0.0455, -0.0052
Si, 2.7345, 0, 0.6835, 0.0484, -0.045, 0.02
Si, 8.2035, 0, 0.6835, 0.0082, 0.0157, -0.0107
Si, 0, 2.7345, 0.6835, -0.0183, -0.0287, 0.0211
Si, 5.469, 2.7345, 0.6835, 0.0096, -0.0073, 0.0232
Si, 2.7345, 5.469, 0.6835, 0.0141, 0.0191, 0.0049
Si, 8.2035, 5.469, 0.6835, 0.0398, -0.0505, 0.0076
Si, 0, 8.2035, 0.6835, 0.0251, 0.0179, 0.0267
Si, 5.469, 8.2035, 0.6835, -0.0204, -0.072, 0.0234
Si, 4.1018, 1.3673, 2.0507, -0.1051, -0.0042, -0.0349
Si, 9.5708, 1.3673, 2.0507, -0.0088, -0.0332, 0.033
Si, 1.3673, 4.1018, 2.0507, 0.0994, 0.0824, 0.0401
Si, 6.8362, 4.1018, 2.0507, -0.0954, 0.0504, -0.0366
Si, 4.1018, 6.8362, 2.0507, -0.0124, -0.0012, 0.056
Si, 9.5708, 6.8362, 2.0507, -0.0712, -0.0206, -0.0051
Si, 1.3673, 9.5708, 2.0507, 0.0086, -0.0442, 0.0009
Si, 6.8362, 9.5708, 2.0507, 0.0853, 0.1521, 0.0449
Si, 0, 0, 3.418, -0.2242, -0.1613, -0.2019
Si, 5.469, 0, 3.418, 0.4242, 0.3186, 0.184
Si, 2.7345, 2.7345, 3.418, 0.2517, -0.1353, -0.4478
Si, 8.2035, 2.7345, 3.418, -0.0123, 0.0089, 0.4677
Si, 0, 5.469, 3.418, -0.3068, -0.0605, 0.3922
Si, 5.469, 5.469, 3.418, 0.2679, -0.1922, -0.5191
Si, 2.7345, 8.2035, 3.418, -0.2592, 0.0075, 0.0289
Si, 8.2035, 8.2035, 3.418, 0.3465, -0.1137, 0.0698
Si, 1.3109, 1.417, 4.7223, -0.262, 0.047, -0.0444
Si, 6.8927, 1.3542, 4.8866, -0.0446, -0.0436, -0.0601
Si, 4.1964, 4.0215, 4.7208, 0.0305, -0.0571, -0.1279
Si, 9.5504, 4.0942, 4.8676, -0.0332, 0.0753, -0.175
Si, 1.3526, 6.8375, 4.812, 0.0535, 0.0969, -0.1128
Si, 6.8658, 6.7915, 4.7494, -0.0241, -0.0714, -0.0527
Si, 4.1175, 9.5773, 4.7402, -0.0252, -0.0887, -0.0575
Si, 9.6168, 9.5483, 4.8312, 0.099, 0.0094, 0.0649
Si, 2.7972, 0.1514, 5.9608, 0.504, 0.057, 0.5238
Si, 8.2394, -0.0984, 6.2799, 0.0886, -0.0745, 0.1894
Si, -0.0545, 2.6532, 6.2086, 0.1257, -0.0868, 0.2397
Si, 5.5761, 2.8242, 6.255, 0.0069, 0.0235, 0.2417
Si, 2.7431, 5.3281, 5.9308, -0.0682, 0.0197, 0.1785
Si, 8.2318, 5.545, 6.2523, 0.0458, 0.0605, 0.1992
Si, 0.1272, 8.2559, 6.3195, -0.0267, -0.0265, 0.4065
Si, 5.4313, 8.1186, 6.0221, -0.1255, -0.1029, 0.2715
Si, 3.8362, 1.7456, 7.3994, -0.2565, 0.5909, -0.3759
Si, 9.9959, 0.8981, 7.61, -0.4192, 0.4247, 0.1437
Si, 1.5953, 3.8752, 7.359, -0.0577, -0.0459, 0.1309
Si, 6.599, 4.5149, 7.6781, 0.0071, 0.045, 0.4786
Si, 4.1971, 6.502, 7.28, 0.5359, -0.3113, -0.4876
Si, 9.317, 7.1839, 7.6513, -0.0804, 0.0929, -0.0801
Si, 1.6212, 9.9258, 7.5691, -2.3591, 0.5895, -2.0398
Si, 6.8857, 9.2219, 7.4573, 0.5779, -0.3218, -0.5882
O, 10.9478, 5.9086, 23.3543, 0.0737, -0.0173, 0.6255
O, 4.4545, 0.0518, 23.7004, 0.1731, -0.0956, 0.2414
O, 8.0233, 8.1726, 8.1185, 0.1314, -0.0132, -0.2733
O, 2.6925, 2.8033, 8.0064, 0.2365, -0.204, -0.4714
O, 7.1504, 4.1075, 23.7923, 0.0856, -0.1026, 0.3493
O, 1.6846, 9.217, 24.4196, -0.1586, 0.1958, 0.5065
O, 5.3796, 5.5937, 8.0078, -0.2022, 0.0732, -0.334
O, 0.3734, -0.014, 8.1107, 0.7771, -0.5943, -0.0415
O, 7.0552, 4.1863, 9.2619, -0.1191, 0.0165, -0.5181
O, 5.7493, 9.7478, 8.5352, -1.398, 0.2686, 0.8197
O, 9.9776, 6.5187, 9.0191, 0.007, 0.1852, -0.1311
O, 2.9106, 9.5805, 8.8219, 0.5912, -0.2489, 0.8369
O, 4.3636, 1.0277, 8.789, -0.3915, -1.216, 0.3653
O, 0.9981, 4.7152, 8.6367, 0.033, 0.129, -0.0401
O, 9.2931, 1.3609, 9.0344, 0.111, -0.1595, -0.3146
O, 3.1373, 6.8865, 8.4874, -0.4258, 1.4394, 0.636
O, 7.3593, 6.2456, 22.1397, -0.0729, -0.0146, 0.1082
O, 8.7981, 2.1238, 23.4496, -0.1319, 0.0799, 0.487
O, 5.075, 5.5291, 23.2643, -0.0541, 0.0357, 0.2588
O, 3.3128, 2.4437, 23.5402, -0.12, 0.0668, 0.4043
O, 10.9, -0.2583, 23.2029, 0.0026, -0.1284, 0.4416
O, 3.6872, 7.214, 24.4111, 0.2532, -0.212, 0.5441
O, 1.5019, 4.12, 24.3979, -0.0619, -0.1834, 0.5369
O, 6.7024, 9.6497, 24.21, 0.1272, -0.0546, 0.5644
Si, 14.5971, 1.0798, 22.7258, 0.0958, 0.0274, -0.1879
Si, -1.3322, 2.5858, 22.1128, -0.0897, 0.0864, -0.414
Si, 0.6821, 11.5381, 22.0138, -0.1047, 0.2014, -0.3807
Si, 11.5884, 0.7191, 14.9155, -0.1207, 0.0305, 0.3287
Si, 5.7466, -0.6903, 11.9129, 0.8076, -0.0103, 0.9034
Si, 11.6515, 15.7174, 12.607, -0.1033, -0.2348, 0.5996
Si, 9.3687, 1.5319, 10.6548, 0.0645, 0.1057, 0.4106
Si, 5.2287, 4.0314, 19.9415, -0.1171, -0.2404, -0.185
Si, 9.8006, 8.0411, 13.4707, -0.1468, -0.0676, 0.4341
Si, 10.3877, -2.9863, 16.4223, 0.0679, 0.0015, 0.1257
Si, 10.8073, 5.256, 9.654, -0.0384, -0.3188, 0.1338
Si, -0.3221, 5.4523, 21.823, -0.0288, -0.2618, -0.3421
Si, 8.5236, -1.2959, 11.425, -0.0053, 0.0301, 0.4604
Si, 8.7739, 5.0379, 13.1808, 0.0533, -0.0199, 0.385
Si, 7.2178, 3.5156, 15.5419, 0.0805, -0.0244, 0.2375
Si, 12.2602, 6.0355, 15.3305, -0.005, -0.1139, 0.2997
Si, 5.6604, 5.6411, 17.2788, 0.034, -0.0123, 0.311
Si, 4.4004, 10.3974, 9.2324, 2.7034, 1.5162, 0.7364
Si, 13.3679, 1.439, 18.6639, 0.1473, 0.1384, 0.0541
Si, 9.6471, 0.7684, 19.7876, -0.2079, -0.0231, 0.0559
Si, -1.1284, 2.2396, 16.912, 0.1044, -0.0237, 0.2174
Si, 12.6102, 9.8579, 17.1593, -0.0944, 0.0932, 0.148
Si, 5.1313, 1.1069, 20.0132, 0.1703, -0.0499, -0.2923
Si, 3.5674, 7.7425, 16.3865, -0.0311, -0.0204, 0.2076
Si, 12.9657, 4.0931, 19.9901, 0.0665, 0.057, 0.024
Si, -3.627, 9.6667, 19.699, 0.0847, 0.2997, 0.1206
Si, 8.3924, 7.4457, 21.821, -0.0855, -0.0397, -0.4811
Si, 2.5352, 2.3719, 13.3536, -0.0296, -0.0101, 0.2643
Si, 5.6452, -1.4624, 14.7957, 0.0698, -0.0378, 0.4671
Si, 2.7187, 8.0394, 9.5567, -0.2926, -2.7552, 1.3372
Si, -3.5675, -2.6788, 16.9737, -0.053, 0.0632, 0.2952
Si, 0.8108, 11.5656, 11.9679, -0.1792, 0.2763, 0.6281
Si, 6.4551, 5.0018, 22.6093, 0.1586, -0.2115, -0.2265
Si, 1.5515, -7.1513, 17.1651, 0.0135, -0.0924, 0.2231
Si, 11.1379, 8.7648, 10.9353, -0.8542, 0.3289, 1.2031
Si, 5.412, 1.3952, 14.0197, -0.0483, 0.1145, 0.3823
Si, 8.1435, 4.0471, 10.458, -0.0843, -0.0096, 0.3936
O, 8.175, 2.5488, 11.0939, -0.0439, 0.0137, -0.1896
O, 5.6621, -1.7263, 13.1788, -0.1192, 0.0442, -0.4106
O, 9.8467, 1.5613, 18.389, 0.0133, 0.0202, -0.0833
O, 3.6312, -6.6797, 20.3052, 0.0048, 0.026, 0.0518
O, -1.362, 8.889, 10.4118, 0.2792, -0.0152, -0.159
O, 0.0468, 0.1848, 20.556, 0.1701, -0.0442, 0.1456
O, 1.1189, 7.9063, 9.9133, 1.049, 0.4103, -0.8378
O, 15.0385, 2.3563, 13.7843, 0.0145, -0.004, -0.083
O, 17.9139, -1.256, 10.982, -0.2812, 0.0403, -0.1603
O, 12.4793, 0.1418, 18.2371, -0.0041, -0.1293, -0.0689
O, 10.9291, 6.4079, 16.2273, 0.0135, 0.0399, -0.0594
O, 10.2858, -2.3557, 14.9177, -0.0182, -0.0025, -0.2434
O, 7.9156, 4.4637, 14.4198, 0.0318, 0.0641, -0.1879
O, 13.26, 12.1301, 12.2305, -0.0868, -0.1339, -0.2016
O, 6.7734, 6.7583, 16.935, 0.0215, -0.0444, -0.0991
O, 11.1111, 11.154, 13.4329, 0.0702, -0.0175, -0.3218
O, 12.9536, 4.6667, 15.8821, 0.0125, 0.0956, -0.1492
O, 19.645, -0.4949, 19.4484, 0.042, -0.0283, -0.0401
O, 0.2389, 13.1022, 22.2714, 0.158, -0.1427, 0.1505
O, 5.9428, 0.8049, 12.5807, -0.0812, -0.2552, -0.4074
O, 5.6343, 2.5342, 19.3692, -0.0498, 0.0407, 0.0998
O, -2.0062, 1.8089, 20.8395, 0.0839, 0.0476, 0.1052
O, 5.1435, 0.0931, 14.9993, 0.0178, -0.0289, -0.1387
O, 7.9427, 5.053, 11.7495, -0.0375, -0.0478, -0.3605
O, 12.5205, 2.0469, 14.6486, 0.0981, 0.0091, -0.1627
O, 6.1095, 4.1448, 21.2893, 0.0969, 0.0921, 0.2271
O, 1.6953, 4.7124, 18.513, -0.0269, -0.0334, -0.1321
O, 0.8956, 10.2328, 11.0526, 0.2914, -0.3233, -0.5114
O, 3.833, 0.7341, 19.0973, -0.0824, 0.0021, -0.0292
O, 11.3503, 8.8546, 17.3649, -0.0297, -0.0526, -0.0312
O, 11.5324, 5.452, 11.1206, -0.0773, 0.2171, -0.4777
O, 10.908, 12.7521, 11.1871, -0.0743, -0.0715, -0.2324
O, 3.0326, -1.9831, 17.3659, 0.0553, -0.0826, -0.0447
O, 6.0482, 4.3506, 16.3368, -0.0069, -0.0145, -0.1142
O, -2.2581, 8.168, 23.2605, -0.0808, 0.146, 0.564
O, 1.0328, 16.8378, 13.7445, -0.0317, 0.0172, -0.3063
O, 10.1658, 4.1631, 12.9934, 0.1505, 0.05, -0.1441
O, 5.6821, 5.1315, 18.8308, 0.0245, 0.0995, -0.1431
O, 9.556, 4.1925, 21.8709, 0.0357, 0.0873, 0.0289
O, 4.2107, 6.4009, 17.0758, -0.0209, 0.0211, -0.0462
O, 3.6227, 7.8153, 10.9147, -0.3417, 0.8119, -0.6519
O, 4.516, -0.5943, 10.8638, -0.9781, -0.2022, -1.3286
O, 7.6346, 8.5019, 20.8083, 0.1059, -0.143, 0.146
O, 1.8004, 2.431, 19.8521, -0.0091, -0.0025, 0.0408
O, 8.9569, -2.9112, 17.1452, 0.0091, -0.0447, -0.0303
O, -1.1626, 6.7427, 21.1985, -0.0543, 0.1145, 0.1589
O, -2.3211, -1.9304, 12.9165, -0.0185, 0.0516, -0.2554
O, 8.9989, 0.2304, 11.5314, 0.0746, -0.0307, -0.1563
O, -0.6624, 12.0586, 15.8057, 0.066, -0.0504, -0.1925
O, 4.6249, 8.3843, 15.3727, 0.0554, 0.0944, -0.1986
O, 8.3526, 2.8827, 16.5527, -0.1332, 0.0784, -0.1041
O, 2.3189, -3.6441, 15.4638, 0.0144, -0.0049, -0.1283
O, -4.7526, 10.802, 20.0934, -0.0418, -0.0753, -0.0069
O, 9.6364, 4.1438, 9.8064, 0.1337, -0.0383, -0.1088
O, 13.4574, 2.4624, 17.3672, -0.0291, 0.0122, -0.0534
O, 2.2953, 0.4129, 22.1089, 0.0836, -0.03, 0.0697
O, 11.0549, 8.0969, 12.422, 0.2484, 0.0592, -0.5497
O, 6.5399, 2.2901, 14.7354, -0.0678, -0.1134, -0.1359
O, -1.7879, 6.5614, 13.5847, 0.0037, 0.0136, -0.1444
O, -0.0158, 3.4213, 16.9429, -0.0462, 0.0338, -0.0549
O, 11.9708, 4.912, 21.0235, -0.0518, 0.045, 0.0474
O, 4.6719, 1.4526, 21.5255, -0.1304, 0.0323, 0.2529
O, 7.0336, -1.7848, 15.6325, -0.098, 0.0791, -0.2294
O, 12.5068, -0.4077, 15.6634, 0.0283, -0.0041, -0.1163
O, 6.7965, -1.9297, 18.3064, -0.0644, -0.1095, -0.1971
O, 12.9237, 3.7529, 12.6727, -0.0098, 0.113, -0.1311
H, 3.6734, 6.8973, 11.2221, 0.0563, -0.1246, -0.0262

Results
free energy: -135752.350 eV
free energy less fixed offsets of H -15.97, O -568.88, Si -635.61 eV per atom: -1.050 eV

The program warned: the cutoff lies below the one the program advises for these potential files; the forces do not sum to zero within the program's tolerance; the exchange-correlation potential is rough where the density is thin.
